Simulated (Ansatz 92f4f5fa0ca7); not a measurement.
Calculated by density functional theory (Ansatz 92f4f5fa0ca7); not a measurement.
Periodic cell of 223 atoms, Si132O89H2, from a study of silicon, its oxide and their interface. The atomic structure is a simulated model.
Doubt: the cutoff is far below the 930 eV that the study's wrapper takes by default for these files, so forces and energies are approximate.
This geometry differs little from another in the collection (a relaxation step or a small displacement).

Settings: functional PBE; potential files Ansatz PAW; basis plane waves; wave-function cutoff 580 eV; density cutoff ratio 5; exchange-correlation grid ratio 1; k mesh 1 x 1 x 1, Gamma-centred; self-consistency stop 5e-08 eV per atom in the density residual; occupations fixed; spin none; net charge 0.

Cell vectors (angstrom)
a, 10.938, 0, 0
b, 0, 10.938, 0
c, 0, 0, 32.4476

Atoms: element, x, y, z (angstrom)
Si, -0.2832, 0.2184, 25.0019
Si, 5.7063, -0.2575, 24.9099
Si, 2.4206, 2.948, 25.0618
Si, 8.3763, 2.3996, 24.9692
Si, 0.1824, 5.1563, 25.0224
Si, 5.1211, 5.6101, 24.9558
Si, 2.9332, 7.8951, 24.9503
Si, 7.9114, 8.3978, 24.9049
Si, 1.2945, 1.346, 26.3457
Si, 6.819, 1.287, 26.3171
Si, 4.0275, 4.085, 26.3527
Si, 9.5146, 4.0274, 26.2993
Si, 1.3428, 6.7859, 26.2931
Si, 6.7706, 6.7968, 26.2244
Si, 4.0895, 9.5322, 26.2287
Si, 9.5057, 9.5355, 26.2621
Si, 2.7428, -0.0177, 27.6327
Si, 8.209, -0.0261, 27.6939
Si, -0.0261, 2.7347, 27.71
Si, 5.4689, 2.7211, 27.6474
Si, 2.7129, 5.478, 27.7131
Si, 8.1809, 5.4739, 27.6252
Si, -0.0121, 8.203, 27.63
Si, 5.4632, 8.1965, 27.6489
Si, 4.1018, 1.3673, 29.0294
Si, 9.5708, 1.3673, 29.0294
Si, 1.3673, 4.1018, 29.0294
Si, 6.8362, 4.1018, 29.0294
Si, 4.1018, 6.8362, 29.0294
Si, 9.5708, 6.8362, 29.0294
Si, 1.3673, 9.5708, 29.0294
Si, 6.8362, 9.5708, 29.0294
Si, 0, 0, 30.3966
Si, 5.469, 0, 30.3966
Si, 2.7345, 2.7345, 30.3966
Si, 8.2035, 2.7345, 30.3966
Si, 0, 5.469, 30.3966
Si, 5.469, 5.469, 30.3966
Si, 2.7345, 8.2035, 30.3966
Si, 8.2035, 8.2035, 30.3966
Si, 1.3673, 1.3673, 31.7639
Si, 6.8362, 1.3673, 31.7639
Si, 4.1018, 4.1018, 31.7639
Si, 9.5708, 4.1018, 31.7639
Si, 1.3673, 6.8362, 31.7639
Si, 6.8362, 6.8362, 31.7639
Si, 4.1018, 9.5708, 31.7639
Si, 9.5708, 9.5708, 31.7639
Si, 2.7345, 0, 0.6835
Si, 8.2035, 0, 0.6835
Si, 0, 2.7345, 0.6835
Si, 5.469, 2.7345, 0.6835
Si, 2.7345, 5.469, 0.6835
Si, 8.2035, 5.469, 0.6835
Si, 0, 8.2035, 0.6835
Si, 5.469, 8.2035, 0.6835
Si, 4.1018, 1.3673, 2.0507
Si, 9.5708, 1.3673, 2.0507
Si, 1.3673, 4.1018, 2.0507
Si, 6.8362, 4.1018, 2.0507
Si, 4.1018, 6.8362, 2.0507
Si, 9.5708, 6.8362, 2.0507
Si, 1.3673, 9.5708, 2.0507
Si, 6.8362, 9.5708, 2.0507
Si, 0, 0, 3.418
Si, 5.469, 0, 3.418
Si, 2.7345, 2.7345, 3.418
Si, 8.2035, 2.7345, 3.418
Si, 0, 5.469, 3.418
Si, 5.469, 5.469, 3.418
Si, 2.7345, 8.2035, 3.418
Si, 8.2035, 8.2035, 3.418
Si, 1.4162, 1.3197, 4.7566
Si, 6.8492, 1.3797, 4.8174
Si, 4.1353, 4.1196, 4.7436
Si, 9.5589, 4.0954, 4.7749
Si, 1.3889, 6.8505, 4.7755
Si, 6.8319, 6.8431, 4.779
Si, 4.114, 9.5615, 4.8454
Si, 9.5447, 9.6159, 4.7474
Si, 2.7497, -0.0114, 6.2476
Si, 8.2568, 0.06, 6.2073
Si, 0.0624, 2.7429, 6.0461
Si, 5.5536, 2.8447, 6.1557
Si, 2.8472, 5.5433, 6.1048
Si, 8.1856, 5.4554, 6.1419
Si, 0.013, 8.2702, 6.0594
Si, 5.5624, 8.255, 6.226
Si, 3.8772, 1.772, 7.3395
Si, 9.934, 1.1911, 7.4421
Si, 1.6218, 3.9695, 7.3
Si, 6.7052, 4.3577, 7.6485
Si, 4.4563, 6.6117, 7.4946
Si, 9.3631, 7.1024, 7.2834
Si, 1.0886, 9.7506, 7.5434
Si, 7.1953, 9.3958, 7.5858
O, 1.3237, 4.0655, 24.4919
O, 6.8141, 9.5471, 24.3837
O, 2.67, 2.8039, 7.7896
O, 8.2768, 8.1912, 7.8976
O, 5.5398, 5.4793, 8.0936
O, 0.0175, -0.0009, 8.0234
O, 4.0579, 6.781, 24.4269
O, 9.5471, 1.3368, 24.4476
O, 1.5299, 8.8522, 8.8984
O, 1.07, 4.6337, 8.6899
O, 9.4027, 2.0245, 8.7473
O, 6.8664, 10.0149, 9.0893
O, 4.6019, 1.4988, 8.8
O, 3.7345, 7.3432, 8.7862
O, 7.4334, 3.7508, 9.0364
O, 10.0452, 6.4819, 8.6244
O, 3.1112, 2.2785, 23.7334
O, 5.1394, 0.5217, 23.5561
O, 7.5713, 2.8985, 23.619
O, 10.397, 5.7735, 23.6852
O, 8.5783, 7.7161, 23.5537
O, 2.2224, 8.5034, 23.5952
O, 5.5844, 4.7483, 23.6202
O, 0.4208, 10.4968, 23.6742
Si, 3.0338, 8.6088, 9.5261
Si, 7.2556, 4.6581, 14.1483
Si, 1.1466, -1.2375, 13.2899
Si, 3.8132, 1.1375, 22.8193
Si, 6.1996, 0.3725, 15.7701
Si, 1.9839, 1.8636, 16.8705
Si, 1.6057, 9.7902, 22.8111
Si, 3.9751, 10.3941, 13.9768
Si, 0.4902, 7.1189, 11.9997
Si, -2.025, 7.2585, 13.6699
Si, 5.7753, 0.0334, 18.848
Si, 4.6364, 6.0515, 14.3477
Si, 11.5794, 10.0742, 20.0292
Si, 6.4166, -0.9995, 10.6531
Si, 4.0633, 11.4699, 9.9737
Si, -1.2081, 8.5565, 18.2581
Si, 0.0017, -2.8496, 15.5606
Si, 0.8056, 3.034, 14.1362
Si, 1.675, 5.8778, 14.536
Si, 6.8381, 4.0996, 22.7933
Si, 6.9157, 3.2699, 16.6111
Si, 8.7965, 3.1368, 9.7651
Si, 4.6434, 8.2, 12.0342
Si, 4.409, -3.7207, 17.1956
Si, 2.3555, 1.3176, 12.3753
Si, -6.7918, 4.1357, 17.8738
Si, -2.9637, -0.5985, 13.3124
Si, 6.9273, 8.3301, 18.883
Si, 5.2443, 2.6497, 20.4458
Si, 8.9173, 6.4199, 19.9276
Si, 11.4183, 2.1494, 19.6172
Si, 10.8772, 5.4374, 9.5167
Si, -1.8132, 3.6945, 18.5938
Si, -1.8001, -4.5859, 22.8419
Si, 2.9786, 10.0219, 17.8982
Si, 8.8866, 2.3223, 12.8018
O, 4.9359, 7.0337, 15.6348
O, 2.5185, 0.2921, 16.8596
O, 7.7463, 4.3452, 15.6832
O, 0.7547, 8.7368, 12.0212
O, 2.5963, -1.4248, 14.0425
O, 3.4196, 8.5536, 17.2595
O, -1.0652, 2.6543, 19.5943
O, 5.3012, 11.1099, 10.9469
O, 1.5478, 6.4801, 13.0422
O, 0.7339, 6.3483, 10.6048
O, 6.4541, -1.229, 19.6355
O, 7.5241, 7.2922, 19.9902
O, -7.2848, 0.8805, 13.2586
O, -2.4091, 4.8945, 19.5371
O, 8.1539, 8.7179, 17.852
O, 7.7462, 6.1346, 13.6587
O, 4.1794, -0.245, 18.7734
O, 12.3044, 3.2796, 20.3883
O, 2.7958, -0.0805, 22.5044
O, -6.0032, 9.4172, 13.1
O, 6.2908, 3.5064, 21.3675
O, 4.4088, 3.6551, 19.44
O, 3.1998, 5.3783, 14.6912
O, 0.5877, 0.7194, 20.3964
O, 0.9735, -1.6691, 21.4075
O, 7.5356, 10.3364, 11.7395
O, 5.8668, 8.4034, 10.9549
O, 5.6333, 4.7805, 14.1589
O, 1.7751, 9.6999, 18.9319
O, 0.7458, 4.5643, 14.7002
O, -0.2365, -2.1463, 16.9867
O, 3.7152, 10.0612, 9.2109
O, -2.4613, 8.7986, 13.4718
O, 5.567, 14.9399, 17.1082
O, 9.8915, 6.8295, 12.4419
O, 1.2661, 2.0906, 15.4018
O, 7.1026, -0.417, 14.6822
O, 0.8954, 1.907, 18.0614
O, 1.1074, 11.2168, 12.6829
O, -1.0106, 7.0255, 18.791
O, 7.9286, 5.2853, 22.6345
O, 0.1169, -1.6063, 14.4978
O, 6.4158, 0.003, 17.3393
O, -5.2272, 7.5961, 18.0996
O, 4.69, -0.1272, 15.3729
O, 1.8662, 2.7909, 12.8818
O, 4.158, 1.8966, 21.4129
O, 10.1313, -1.3138, 19.4212
O, 9.6905, 6.6266, 21.3429
O, -0.6562, 2.8343, 13.4633
O, 2.8143, 1.2113, 10.804
O, 7.7191, 3.3831, 13.2606
O, -4.9256, 1.4659, 19.5999
O, 1.282, 7.0633, 15.5989
O, 3.7743, -5.1774, 17.7411
O, -3.0618, 2.9119, 17.8693
O, 4.6432, -4.1006, 12.9088
O, 8.8649, 0.7769, 13.3436
O, 6.4978, 1.9775, 15.6944
O, 3.2533, 8.3298, 11.145
O, 9.8266, 4.3549, 10.1255
O, 8.6679, 2.333, 11.1796
O, 3.0918, 3.068, 17.1738
O, -1.2727, -3.7827, 15.1215
H, 13.1895, 3.0285, 20.7019
O, -0.7395, 4.2452, 17.4942
H, -1.0885, 4.7333, 16.7301

Results
free energy: -134562.483 eV
free energy less fixed offsets of H -15.97, O -568.88, Si -635.61 eV per atom: 0.297 eV

Forces (eV/angstrom), in the order of the atoms: element, x, y, z
Si, -0.1084, 0.1086, -0.1276
Si, 0.0893, -0.079, -0.0698
Si, -0.0962, 0.1092, -0.1527
Si, 0.0894, -0.0792, -0.0341
Si, 0.1081, -0.0952, -0.079
Si, -0.0948, 0.086, -0.1014
Si, 0.0846, -0.0959, -0.0632
Si, -0.1072, 0.1032, -0.0786
Si, -0.0353, 0.0256, 0.0057
Si, 0.0378, -0.0527, 0.0001
Si, -0.0451, 0.0304, 0.0227
Si, 0.0217, -0.0506, -0.0091
Si, 0.027, -0.0516, 0.0059
Si, -0.0361, 0.0176, -0.0033
Si, 0.0257, -0.0374, -0.0209
Si, -0.0427, 0.0178, 0.0164
Si, -0.0151, 0.0174, -0.0027
Si, -0.0088, 0.0046, -0.0244
Si, 0.0016, 0.0219, -0.0444
Si, -0.0108, 0.012, 0.0017
Si, 0.0006, 0.0059, -0.0328
Si, 0.0127, -0.0102, -0.0103
Si, 0.0062, -0.0019, -0.0067
Si, 0.0016, -0.0002, -0.0092
Si, -0.0095, -0.0882, -0.1553
Si, -0.1008, -0.1317, 0.3438
Si, -0.1519, 0.0035, 0.3555
Si, -0.0229, 0.0055, -0.1828
Si, 0.0282, 0.1312, 0.1633
Si, -0.0623, -0.0222, -0.2619
Si, -0.0115, -0.0643, -0.232
Si, -0.0825, -0.1828, 0.1327
Si, -0.0357, 0.0421, -0.0071
Si, -0.0272, -0.047, -0.0136
Si, -0.0654, -0.0096, -0.0252
Si, 0.0153, -0.0643, -0.0027
Si, 0.0042, -0.0737, -0.0049
Si, -0.0334, 0.0101, -0.0159
Si, 0.032, -0.0381, -0.0031
Si, -0.0657, -0.0203, -0.0156
Si, 0.0351, -0.0133, -0.008
Si, -0.0113, 0.0411, -0.025
Si, 0.0014, -0.0206, -0.0172
Si, 0.0053, 0.0548, -0.0233
Si, -0.0414, 0.0107, -0.0273
Si, 0.0481, -0.0077, -0.0034
Si, -0.0226, 0.027, -0.0199
Si, 0.0226, -0.0286, -0.0155
Si, 0.0081, -0.0122, 0.0286
Si, 0.0105, 0.0219, 0.0214
Si, -0.0418, -0.0003, 0.002
Si, 0.0117, -0.031, 0.0216
Si, -0.0029, 0.028, 0.0203
Si, 0.0046, -0.057, 0.0302
Si, 0.0367, -0.0311, 0.0206
Si, -0.0569, 0.0149, -0.0004
Si, -0.0114, 0.0903, -0.0032
Si, 0.0826, 0.0337, -0.0021
Si, -0.0028, -0.0241, 0.0276
Si, 0.0186, 0.0517, 0.0034
Si, 0.07, 0.0067, -0.0058
Si, 0.0245, 0.075, 0.0048
Si, -0.0183, 0.0385, 0.0088
Si, 0.0123, -0.0581, 0.0109
Si, 0.0265, 0.0878, -0.3405
Si, -0.039, 0.0109, 0.3885
Si, 0.2397, -0.1202, -0.1369
Si, -0.0598, -0.0984, -0.0599
Si, 0.0115, 0.0308, 0.0981
Si, 0.0758, 0.267, -0.3901
Si, 0.207, 0.1517, 0.0476
Si, -0.0336, -0.0187, -0.1395
Si, -0.0023, -0.0008, 0.0306
Si, 0.005, -0.0015, 0.02
Si, -0.0026, -0.0172, 0.0108
Si, -0.0051, -0.0092, 0.0158
Si, 0.0118, 0.0007, 0.0097
Si, 0.0075, 0.0251, 0.0131
Si, -0.0088, 0.0097, 0.0197
Si, -0.0103, -0.0063, 0.0254
Si, -0.0227, -0.0109, -0.0317
Si, 0.0247, -0.0665, 0.0054
Si, 0.0596, -0.0061, 0.0274
Si, -0.018, 0.0478, -0.0321
Si, 0.004, -0.0353, 0.0075
Si, -0.0256, 0.0384, -0.0267
Si, -0.0312, 0.0578, -0.0172
Si, 0.0485, -0.0127, 0.0275
Si, -0.0366, 0.0912, 0.1043
Si, 0.0775, -0.0673, 0.1534
Si, 0.0407, -0.0614, 0.0357
Si, -0.0723, 0.0262, 0.1475
Si, 0.0935, -0.0543, 0.0466
Si, -0.0985, 0.1347, 0.244
Si, -0.0846, 0.0876, 0.1141
Si, 0.0778, -0.0508, 0.0574
O, 0.009, -0.0046, 0.1802
O, 0.0158, -0.0075, 0.1414
O, 0.0372, -0.0159, -0.1135
O, 0.0631, -0.0608, -0.1373
O, -0.0014, -0.0181, -0.1083
O, 0.0263, -0.0133, -0.1339
O, -0.0011, -0.0298, 0.1299
O, 0.0274, -0.0422, 0.1571
O, 0.0274, 0.0254, -0.0838
O, -0.0322, 0.0302, -0.0173
O, -0.0262, 0.0142, -0.0567
O, 0.0212, -0.0256, -0.1215
O, -0.0149, -0.0106, -0.0892
O, -0.0121, 0.0356, -0.0425
O, -0.0108, -0.004, -0.063
O, -0.0007, -0.0029, -0.1098
O, 0.0144, -0.0436, 0.0806
O, -0.0141, 0.0142, 0.0513
O, -0.0209, 0.0314, 0.0406
O, -0.0234, 0.018, 0.0758
O, 0.0134, -0.0153, 0.0622
O, -0.0131, 0.0166, 0.062
O, 0.0252, 0.0006, 0.0704
O, 0.028, -0.0135, 0.086
Si, 0.0056, 0.0078, 0.0948
Si, 0.0093, 0.0168, 0.0229
Si, 0.0086, -0.0008, 0.0138
Si, -0.0101, 0.0453, -0.0405
Si, -0.0084, -0.0075, 0.0169
Si, -0.0319, 0.0124, 0.0212
Si, -0.0306, -0.0001, -0.0645
Si, -0.0129, 0.0044, -0.0029
Si, -0.0226, -0.0005, 0.0875
Si, 0.0502, 0.0026, -0.0083
Si, -0.0002, 0.0043, -0.0025
Si, -0.0084, 0.0139, -0.003
Si, -0.0216, 0.0212, -0.0403
Si, 0.003, -0.0295, 0.1085
Si, -0.0197, 0.0072, 0.174
Si, 0.0324, -0.0112, 0.0399
Si, -0.0228, 0.0122, 0.019
Si, 0.0399, -0.0277, -0.0077
Si, -0.034, -0.0075, -0.013
Si, 0.0049, 0.0177, -0.0419
Si, 0.0119, 0.0027, 0.0397
Si, 0.0198, -0.0571, 0.0228
Si, 0.0539, 0.0302, 0.1
Si, 0.013, 0.0204, 0.0183
Si, -0.0032, 0.0223, 0.0862
Si, 0.0154, -0.0365, 0.0274
Si, -0.023, -0.0131, -0.04
Si, 0.0236, 0.0081, 0.0122
Si, -0.0235, -0.0122, -0.0644
Si, 0.0291, -0.0177, -0.0317
Si, 0.0219, 0.0302, 0.0303
Si, -0.0196, 0.0423, -0.0003
Si, 0.0212, -0.0134, 0.0586
Si, 0.0307, 0.01, -0.0787
Si, -0.0063, 0.0152, 0.0438
Si, 0.0457, -0.001, 0.0265
O, -0.0022, -0.0001, 0.0041
O, 0.0053, 0.0073, -0.0027
O, -0.0072, 0.0028, -0.0077
O, 0.0047, -0.0198, -0.0073
O, -0.0104, 0.0027, -0.0137
O, 0.0152, -0.035, -0.0148
O, -0.0102, 0.0344, -0.031
O, -0.0135, 0.0163, -0.0522
O, -0.0196, 0.0044, -0.0209
O, -0.0043, -0.0316, -0.0572
O, -0.0112, 0.0019, -0.0045
O, -0.0061, 0.0035, 0.0022
O, -0.0037, -0.0102, -0.0145
O, -0.0016, 0.0106, -0.0006
O, -0.0232, -0.0012, -0.0066
O, -0.0056, -0.0039, 0.0024
O, -0.0004, -0.0014, 0.0028
O, -0.0093, -0.0497, -0.0327
O, 0.0046, 0.0135, 0.0283
O, -0.015, -0.0225, -0.0442
O, 0.0331, 0.0321, 0.0795
O, 0.0028, 0.0002, 0.0138
O, 0.0188, 0.0069, -0.0052
O, 0.0114, -0.0057, 0.0161
O, 0.025, 0.0143, 0.0682
O, 0.0442, -0.0184, 0.0382
O, -0.0181, 0.0083, -0.0321
O, 0.0058, -0.0086, -0.0134
O, 0.0113, -0.0026, -0.0004
O, -0.0047, -0.0105, -0.0036
O, -0.0023, -0.0044, -0.0289
O, -0.0238, -0.0269, -0.0821
O, -0.0272, 0.0511, -0.0008
O, -0.0042, 0.0097, -0.0082
O, 0.0019, -0.004, -0.0004
O, -0.0034, 0.0054, 0.0067
O, -0.0032, -0.0022, 0.0023
O, 0.0157, -0.0047, -0.0371
O, 0.0089, -0.0135, -0.0041
O, -0.0305, 0.0051, 0.0164
O, -0.0258, -0.0176, 0.0272
O, 0.0179, -0.0052, -0.0009
O, 0.0179, -0.0083, -0.0141
O, -0.0215, -0.0154, -0.0196
O, 0.0228, 0.0041, 0.012
O, -0.0086, -0.0019, -0.0186
O, -0.0272, -0.0456, 0.089
O, 0.0066, -0.0094, 0.0061
O, -0.0299, -0.0027, 0.0561
O, -0.0348, -0.0002, -0.0213
O, 0.0375, -0.0331, -0.0753
O, -0.0002, 0.002, -0.0274
O, -0.0008, 0.001, 0.0119
O, -0.0027, -0.0058, 0.0008
O, -0.0071, 0.0209, 0.0021
O, -0.0028, 0.0089, -0.0118
O, -0.0016, 0.0173, -0.0201
O, -0.0267, -0.0053, -0.0218
O, -0.0083, -0.0048, -0.0007
O, -0.0308, 0.0055, -0.1066
O, 0.0168, 0.0083, -0.0146
O, -0.0201, 0.0456, -0.0493
O, -0.0084, -0.0004, -0.0074
O, 0.0035, -0.0114, -0.0056
H, -0.0414, 0.0191, -0.0162
O, -0.0072, 0.0144, -0.0232
H, -0.0026, -0.0225, 0.0409

The program warned: the cutoff lies below the one the program advises for these potential files; the forces do not sum to zero within the program's tolerance; the exchange-correlation potential is rough where the density is thin.
